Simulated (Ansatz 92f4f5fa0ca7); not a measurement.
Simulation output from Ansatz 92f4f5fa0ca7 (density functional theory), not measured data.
Periodic cell of 237 atoms, Si146O90B1, from a study of silicon, its oxide and their interface. The atomic structure is a simulated model.
Doubt: the cutoff is far below the 930 eV that the study's wrapper takes by default for these files, so forces and energies are approximate.
This geometry differs little from another in the collection (a relaxation step or a small displacement).

Settings
functional: PBE
potential files: Ansatz PAW
basis: plane waves
wave-function cutoff: 580 eV
density cutoff ratio: 5
exchange-correlation grid ratio: 1
k mesh: 1 x 1 x 1, Gamma-centred
self-consistency stop: 5e-08 eV per atom in the density residual
occupations: fixed
spin: none
net charge: -1 e, with a uniform compensating background and no finite-size correction

Cell vectors (angstrom)
a  11.6015  0  0
b  0  10.938  0
c  0  0  32.0622

Atoms: element, x, y, z (angstrom)
Si  -0.1956  -0.0625  23.2816
Si  3.6716  0.1972  23.1082
Si  7.5522  -0.1383  23.4557
Si  1.6898  1.3779  23.4168
Si  5.7356  1.4044  23.1929
Si  9.4418  1.228  23.3734
Si  0.1581  5.3096  23.4638
Si  4.1235  5.2896  23.4015
Si  8.0331  5.6071  23.5563
Si  2.1588  6.576  23.3683
Si  5.9658  6.7653  23.4936
Si  10.0091  6.8673  23.6089
Si  1.9037  2.6622  25.3891
Si  5.8348  2.6532  25.2576
Si  9.6289  2.6838  25.2758
Si  11.5968  4.0046  25.392
Si  3.8951  3.97  25.3316
Si  7.7443  4.0946  25.3576
Si  1.9734  8.149  25.1887
Si  5.7764  8.1653  25.378
Si  9.7129  8.2611  25.4452
Si  11.6392  9.5635  25.2698
Si  3.8671  9.5871  25.0772
Si  7.6919  9.5199  25.4194
Si  11.6483  -0.012  27.22
Si  3.9026  -0.0541  27.1279
Si  7.7601  -0.0241  27.3048
Si  1.9848  1.3123  27.2937
Si  5.8325  1.3209  27.2099
Si  9.6934  1.3314  27.2268
Si  11.5907  5.4671  27.2474
Si  3.8471  5.4195  27.2284
Si  7.7149  5.4614  27.2856
Si  1.9367  6.8229  27.1773
Si  5.7609  6.7986  27.2921
Si  9.6558  6.8199  27.3081
Si  1.9443  2.7175  29.2006
Si  5.7969  2.7184  29.1396
Si  9.6791  2.722  29.1686
Si  0.0117  4.0939  29.1758
Si  3.8654  4.0898  29.1859
Si  7.7352  4.0857  29.2035
Si  1.9398  8.1871  29.1302
Si  5.7955  8.1834  29.2055
Si  9.6721  8.1917  29.2315
Si  0.0058  9.5585  29.163
Si  3.8735  9.5585  29.121
Si  7.7346  9.5476  29.2242
Si  0  -0.001  31.1088
Si  3.8606  -0.0016  31.0801
Si  7.7296  0.0069  31.1332
Si  1.9302  1.3692  31.1381
Si  5.7937  1.3696  31.0832
Si  9.6671  1.3669  31.1254
Si  0.0089  5.4668  31.1076
Si  3.8693  5.4738  31.118
Si  7.7415  5.463  31.1442
Si  1.938  6.8416  31.0866
Si  5.8051  6.8299  31.1381
Si  9.6778  6.8287  31.1607
Si  1.9278  2.7549  1.0075
Si  5.7945  2.7519  0.9495
Si  9.6646  2.7322  1.0172
Si  -0.0166  4.1107  0.9773
Si  3.8626  4.1236  1.0013
Si  7.7399  4.111  1.023
Si  1.9249  8.2119  0.9655
Si  5.8023  8.2204  0.991
Si  9.668  8.2215  1.0237
Si  -0.0022  9.5933  1.0006
Si  3.8601  9.584  0.9808
Si  7.7366  9.5828  1.0052
Si  11.5989  0.0407  2.9383
Si  3.8539  0.0321  2.926
Si  7.75  0.0258  2.9225
Si  1.9297  1.4071  2.9472
Si  5.8169  1.3684  2.8536
Si  9.6596  1.4046  2.9919
Si  11.5516  5.4862  2.8975
Si  3.8736  5.5173  2.9349
Si  7.7504  5.4946  2.9653
Si  1.8941  6.8284  2.8886
Si  5.8218  6.8624  2.9213
Si  9.6581  6.9011  2.9896
Si  1.912  2.8464  4.8405
Si  5.8445  2.7394  4.7587
Si  9.6082  2.6303  5.0407
Si  11.4963  4.0734  4.7831
Si  3.924  4.1069  4.8343
Si  7.7741  4.1464  4.9181
Si  1.8585  8.1839  4.817
Si  5.8146  8.3027  4.7929
Si  9.6505  8.3437  4.9151
Si  11.6015  9.7074  4.9331
Si  3.8061  9.5016  4.8045
Si  7.7266  9.7297  4.9388
Si  11.3796  0.3566  6.7879
Si  3.7396  -0.0113  6.6572
Si  7.8822  0.203  6.9222
Si  1.9649  1.5063  6.7772
Si  5.758  1.2857  6.6341
B  9.642  1.5127  6.8777
Si  11.524  5.4733  6.672
Si  3.9883  5.456  6.7945
Si  7.7412  5.6732  6.8151
Si  1.9669  6.6442  6.6387
Si  5.8303  7.0058  6.7344
Si  9.7671  7.0369  6.9063
O  10.0222  7.9676  8.3015
O  7.7138  10.0346  8.2351
O  7.3666  4.7749  8.1745
O  3.3923  10.3688  8.2127
O  2.0238  7.5749  8.0051
O  3.9922  4.5996  8.2497
O  9.7377  2.3573  8.0695
O  2.5973  2.3494  8.1195
O  11.377  4.5029  8.0107
O  5.3525  2.386  7.8187
O  5.8743  8.0452  8.0496
O  11.2514  10.3691  8.1586
O  11.2672  10.0876  21.7998
O  3.2344  10.7053  21.5259
O  5.7729  7.7698  22.1723
O  4.2272  4.4482  21.9439
O  7.6814  9.6821  22.1935
O  10.3149  7.6708  22.1847
O  1.6223  2.3997  22.1034
O  5.946  2.433  21.8753
O  8.4399  4.7028  22.2157
O  -0.0705  4.4459  22.0367
O  2.3449  7.337  21.9076
O  9.1316  1.8809  21.8715
Si  1.9147  7.8199  9.5816
Si  5.0406  0.5762  17.6748
Si  2.4975  5.4276  13.995
Si  10.5517  3.8871  13.9827
Si  8.3026  2.3839  15.2441
Si  9.5502  2.24  20.3459
Si  10.4819  3.5115  8.9394
Si  0.0068  2.2938  11.5013
Si  11.0347  8.1335  15.4018
Si  5.1887  6.9205  13.9562
Si  5.7282  2.628  11.1038
Si  8.5806  7.6637  19.3897
Si  8.1209  4.8436  20.6306
Si  5.9187  9.5806  15.1887
Si  2.1061  7.6292  20.3311
Si  1.9156  4.8857  18.7622
Si  4.4998  3.4398  18.0052
Si  8.5079  8.9299  16.814
Si  0.8208  9.4814  13.3084
Si  9.8943  10.6233  11.7357
Si  5.3533  3.7027  21.0134
Si  0.588  5.5161  16.2234
Si  10.7775  9.1752  9.1309
Si  6.5676  8.888  21.2975
Si  7.1586  7.1374  11.46
Si  2.6635  0.7319  12.2094
Si  10.8849  8.6823  21.0485
Si  6.0443  4.313  15.6152
Si  7.0737  0.4897  12.9694
Si  4.0423  2.9866  8.5765
Si  0.8763  6.7542  11.8704
Si  6.6233  9.1139  9.0421
Si  0.6688  3.2886  21.1395
Si  9.7956  6.5451  12.8823
Si  7.742  4.5189  9.7308
Si  3.9888  10.064  20.2156
Si  4.2512  3.0335  13.5235
Si  3.8776  10.0197  9.7297
Si  8.0725  0.7878  18.0178
O  11.4517  3.2903  12.7789
O  9.3563  4.3457  9.8112
O  8.8086  3.6013  19.8606
O  4.052  -0.0637  18.808
O  11.3516  4.5397  15.2416
O  9.8531  9.7562  10.3544
O  3.7515  1.5316  13.1379
O  0.6681  9.0577  14.8821
O  6.4854  0.9916  18.3437
O  4.7629  3.1682  19.598
O  6.2417  1.2031  11.7548
O  0.5603  8.6889  9.8511
O  5.6466  4.3101  17.2119
O  8.46  7.2934  12.411
O  4.3846  2.6355  10.1494
O  2.0734  5.6831  15.5498
O  3.3787  0.0575  10.9239
O  5.912  7.2102  12.5196
O  2.2722  6.3585  19.3423
O  0.6554  4.9018  17.7299
O  8.3908  10.6694  12.3738
O  5.4972  10.0906  9.7068
O  0.5939  8.2021  20.2097
O  9.778  2.6234  14.6399
O  1.9885  10.5937  13.2253
O  9.9551  9.1028  16.1132
O  6.1245  10.3608  13.77
O  7.4726  1.5743  14.1163
O  1.6359  3.9252  20.0228
O  5.9192  5.7763  14.8942
O  7.3489  8.9578  15.6853
O  1.4926  1.6706  11.6189
O  7.2177  8.3037  10.3327
O  4.3166  1.9831  17.2768
O  7.0069  3.1785  10.2792
O  11.536  6.9934  16.4415
O  8.2877  10.144  17.8399
O  3.2809  8.5425  10.0889
O  7.5941  3.8268  15.5165
O  3.1464  4.3087  17.8909
O  2.8941  3.8858  13.7227
O  1.3247  8.2082  12.4463
O  1.2285  5.6797  13.0263
O  4.9973  8.2823  14.8458
O  11.1727  2.3871  20.3322
O  10.9551  9.9766  12.796
O  5.2631  3.5863  12.3571
O  5.0931  3.1829  14.9081
O  6.49  4.7986  20.5551
O  8.4541  1.5708  16.646
O  10.3879  1.213  11.489
O  10.8689  6.6195  11.6504
O  3.2486  8.6724  19.8407
O  1.7039  6.4684  10.4936
O  7.1659  8.1812  19.9802
O  8.4879  7.5894  17.7576
O  3.6981  6.418  13.5794
O  9.5304  5.0012  13.3464
O  5.5218  9.9794  20.7398
O  10.353  7.3731  14.1513
O  8.7886  6.1577  19.9585
O  7.1972  5.7118  10.6908
O  5.257  10.5267  16.3715
O  9.0493  1.1458  19.2627
O  11.5583  3.0128  10.0558
O  9.738  8.7053  19.8884

Results
free energy: -144146.361 eV
free energy less fixed offsets of B -154.04, O -568.88, Si -635.61 eV per atom: 5.939 eV

Forces (eV/angstrom), in the order of the atoms: element, x, y, z
Si  -0.0048  -0.0011  -0.0076
Si  -0.0034  0.0024  -0.0145
Si  0.001  -0.0017  -0.0074
Si  0.0009  0.0001  -0.0113
Si  -0.0002  0.003  -0.0108
Si  -0.0006  0.0038  -0.0122
Si  -0.0002  -0.0036  -0.0083
Si  -0.0005  -0.0014  -0.0081
Si  0.0013  -0.0046  -0.0101
Si  0.0044  0.0044  -0.0198
Si  0.0005  0.0038  -0.0058
Si  0.0021  0.0033  -0.0105
Si  0.0005  0.0037  0.0021
Si  -0.0003  0.0018  0.0036
Si  -0.0008  0.0007  0.0034
Si  -0.0004  -0.0018  0.0025
Si  0.0013  -0.0019  0.0031
Si  0.0001  -0.0027  0.0007
Si  -0.0009  0.0012  0.0024
Si  -0.0001  0.0021  0.0014
Si  0.0013  0.0033  0.0008
Si  0.0027  -0.0012  0.004
Si  0.0001  -0.0012  0.0059
Si  0.0001  -0.0025  0.0018
Si  0.0005  -0.002  0.0007
Si  -0.0004  -0.0017  0.0003
Si  -0.0012  0.0026  -0.0019
Si  0  -0.0002  -0.0002
Si  0.0004  0.0016  0.0013
Si  -0.0003  0.0031  0.0017
Si  0.0003  0.0029  -0.0007
Si  -0.0013  0.0028  -0.0017
Si  0  0.0034  -0.0001
Si  -0.0004  -0.0001  0.0009
Si  -0.0014  -0.0013  -0.0014
Si  0.0013  -0.0046  -0.0019
Si  0.006  0.0037  0.0044
Si  -0.0014  0.0011  0
Si  0.0013  0.0008  -0.0018
Si  0.0001  -0.0007  -0.0013
Si  -0.0031  -0.0041  -0.0022
Si  -0.0021  -0.0017  0.0019
Si  -0.0008  -0.0006  -0.0055
Si  -0.0036  0.0002  0.0026
Si  -0.0017  0.0044  0.002
Si  0  -0.0025  -0.0004
Si  0.0026  -0.0045  -0.0077
Si  0.0033  -0.0043  0.0078
Si  0.0005  0.0077  0.0047
Si  -0.0016  0.0109  0.0057
Si  -0.0009  0.0051  0
Si  -0.0011  -0.0045  -0.0058
Si  0.0009  -0.003  0.002
Si  -0.0002  -0.0044  -0.0017
Si  0.0007  0.0011  -0.0032
Si  0.0007  0.0023  -0.0049
Si  -0.0011  0.0017  -0.0025
Si  0.0004  -0.0022  -0.0008
Si  0.0005  0.001  -0.0036
Si  -0.001  -0.0038  -0.0016
Si  0.0057  0.0033  -0.0027
Si  -0.0057  0.001  -0.0112
Si  0.0002  -0.0046  0.0033
Si  -0.0026  -0.0035  -0.003
Si  0.002  -0.0024  0.006
Si  -0.0004  -0.0007  0.0059
Si  0.0002  0.0019  -0.0021
Si  -0.0042  0.001  0.0049
Si  -0.002  0.0053  0.0014
Si  -0.0025  0.0008  0.0098
Si  0.0023  -0.0033  -0.007
Si  0.0031  -0.004  0.0016
Si  -0.0009  -0.0056  0.0032
Si  0.0006  -0.0024  -0.0002
Si  0.0059  -0.0049  0.0077
Si  -0.0031  0.0023  0.0056
Si  -0.0043  0.0016  0.0049
Si  0.0031  -0.0092  -0.0165
Si  -0.001  0.0008  0.0055
Si  -0.0057  -0.0004  -0.0043
Si  -0.0152  -0.0019  0.0162
Si  0.0075  -0.0016  -0.001
Si  0.0161  -0.0023  -0.0137
Si  -0.0048  -0.0001  0.0053
Si  0.0051  0.0017  -0.0131
Si  -0.0034  -0.0057  0.0046
Si  -0.0342  -0.0346  0.1105
Si  0.0011  -0.0003  0.0073
Si  -0.0092  -0.0025  0.0009
Si  0.026  0.0051  -0.0197
Si  -0.0021  -0.0031  -0.0047
Si  -0.0006  0.0028  0.0086
Si  0.0089  0.0074  0.0075
Si  -0.0055  -0.0326  -0.0338
Si  -0.0004  -0.0005  -0.0035
Si  0.0123  -0.0146  -0.0322
Si  -0.1074  0.1037  0.0587
Si  0.0022  0.0124  0.0175
Si  -0.0174  0.0309  0.0219
Si  0.0192  -0.0084  0.0198
Si  0.0055  -0.0137  0.0202
B  0.1102  -0.029  -0.1113
Si  0.0014  -0.0172  0.0013
Si  0.0092  -0.0061  0.0204
Si  -0.001  -0.0144  0.0201
Si  -0.0061  0.0184  0.0041
Si  -0.0014  0.0083  0.0208
Si  -0.0027  0.0168  0.0278
O  -0.0068  -0.0169  -0.0269
O  0.014  0.0397  -0.0443
O  0.0031  0.0265  -0.018
O  -0.0046  0.008  -0.0318
O  0.0001  -0.0164  -0.0354
O  -0.002  0.0111  -0.0128
O  -0.0079  -0.0023  -0.0134
O  -0.0179  -0.0123  -0.022
O  0.0115  0.0188  -0.0171
O  0.01  -0.0168  -0.0218
O  -0.0033  -0.011  -0.0225
O  0.0059  -0.0144  -0.0052
O  0.0035  0.0137  0.0088
O  -0.0031  0.0097  0.0196
O  -0.0024  -0.0127  0.007
O  -0.0066  0.0102  0.0097
O  0.005  0.0119  0.0066
O  -0.0055  -0.0146  0.0131
O  0.0057  -0.0128  0.01
O  0.002  -0.0171  0.0102
O  -0.0007  0.0078  0.0155
O  -0.002  0.0133  0.01
O  -0.0027  -0.0155  0.0135
O  -0.0011  -0.0094  0.0166
Si  -0.0045  -0.0065  0.0286
Si  0.0036  0.0038  0.0045
Si  0.008  0.0008  -0.0074
Si  -0.0075  0.0016  0.0009
Si  0.0045  -0.0009  -0.0025
Si  -0.0019  -0.0011  -0.0054
Si  -0.0176  -0.0093  0.0539
Si  0.0098  0.0039  0.0103
Si  -0.0023  0.0021  0.0054
Si  -0.0038  -0.0025  0.0036
Si  0.0099  -0.0037  0.0113
Si  0.0002  -0.0008  0.0035
Si  -0.0001  0.0032  -0.0035
Si  -0.0006  -0.0048  0.0024
Si  -0.0006  -0.0015  -0.0036
Si  -0.0008  -0.0014  0.0007
Si  0.0014  -0.0016  -0.0002
Si  0.0001  0.001  0.0025
Si  -0.0002  -0.0034  -0.0036
Si  0.0013  0.0065  0.0022
Si  0.0008  0.0026  -0.0102
Si  -0.0022  0.0008  0.0016
Si  0.0053  0.0177  0.0252
Si  -0.0006  0.0008  -0.0056
Si  0.0056  -0.0124  0.0144
Si  -0.0064  0.0068  0.0054
Si  0.0006  -0.003  -0.0093
Si  0.0041  0.003  -0.0017
Si  0.0012  -0.0026  0.0026
Si  0.0035  -0.0016  0.0316
Si  -0.0075  -0.0008  0.0143
Si  -0.01  -0.0156  0.0386
Si  -0.0005  0.0019  -0.0096
Si  -0.0061  0.0029  -0.001
Si  -0.0105  0.0172  0.0226
Si  0.0054  -0.0033  -0.0084
Si  -0.0039  0.0034  -0.0004
Si  0.0032  0.0028  0.0202
Si  -0.0037  -0.0015  0.0026
O  0.0048  -0.0171  -0.0182
O  0.0137  -0.0084  -0.0084
O  0.0002  0.0015  -0.0028
O  -0.0038  -0.0074  0.0046
O  -0.0018  -0.0028  -0.0021
O  0.0144  -0.0181  -0.0214
O  -0.0038  -0.0074  0.0009
O  -0.0005  0.0016  -0.0057
O  0.0011  -0.0001  -0.0071
O  0.0036  0.0016  0.009
O  -0.0056  0.0086  0.0008
O  -0.0056  0.0056  -0.0051
O  -0.0028  -0.0024  -0.0011
O  -0.0153  -0.0061  -0.0055
O  -0.0146  0.0053  -0.0227
O  -0.0013  -0.0021  -0.0011
O  0.011  -0.0147  -0.0159
O  0.0137  0.0016  -0.0098
O  -0.0017  0.0104  0.0031
O  0.0059  0.0017  -0.0009
O  0.0101  -0.0005  0.0027
O  0.0071  -0.0026  -0.0064
O  -0.0013  0.0021  -0.003
O  -0.0058  0.0003  0.0006
O  0.005  0.0043  0.0018
O  0.0014  -0.0017  0.0003
O  0.0029  0.0056  -0.0029
O  -0.0036  -0.0046  0.0025
O  -0.0068  -0.005  0.0035
O  -0.0016  0.0024  0.0016
O  -0.0013  0.0006  0.0003
O  -0.0198  0.0087  0.0045
O  -0.0041  0.0133  -0.0161
O  0  -0.0002  -0.0016
O  0.0094  0.0081  0.0008
O  0  -0.0013  -0.0053
O  0.0007  0.0031  -0.0061
O  -0.0001  0.0059  0.0006
O  -0.0004  -0.003  0.0017
O  -0.0038  0.0021  -0.0008
O  0.0001  -0.0022  0.0051
O  0.0016  -0.0091  -0.0028
O  -0.0064  0.0071  0.0002
O  0.002  -0.0004  0.0025
O  0.0032  0.0017  -0.0015
O  -0.0092  0.0036  -0.0039
O  0.0065  -0.0038  -0.0063
O  -0.0029  -0.0042  -0.0023
O  -0.0011  -0.0019  -0.0045
O  0.0013  0.0008  -0.0023
O  0.0028  0.0018  0.0062
O  0.0067  0.0039  0.0032
O  0.0008  -0.0011  -0.0038
O  0.0075  0.0068  -0.0132
O  -0.0058  0.0041  0.0021
O  0.0008  -0.0014  0.0037
O  -0.0027  -0.0016  0.0067
O  0.0043  0.0039  0.006
O  0.0045  -0.0005  -0.0012
O  -0.0048  -0.0086  -0.011
O  -0.0012  -0.0055  -0.0037
O  0.0149  -0.0132  -0.0108
O  -0.0002  0.0006  -0.0011
O  0.0038  0.0037  0.0012
O  -0.0106  0.0059  -0.0108
O  0.0077  0.0028  0.0011

The program warned: the cutoff lies below the one the program advises for these potential files; the exchange-correlation potential is rough where the density is thin.
